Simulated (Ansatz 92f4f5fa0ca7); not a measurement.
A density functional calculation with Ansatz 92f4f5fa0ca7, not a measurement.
Periodic cell of 186 atoms, Si104O82, from a study of silicon, its oxide and their interface. The atomic structure is a simulated model.

Settings
functional: PBE
potential files: Ansatz PAW
basis: plane waves
wave-function cutoff: 700 eV
density cutoff ratio: 5
exchange-correlation grid ratio: 2
k mesh: 2 x 2 x 1, shifted by 0.5 0.5 0.5 of a step
self-consistency stop: 5e-08 eV per atom in the density residual
occupations: Fermi-Dirac, 0.05 eV
spin: none
net charge: 0

Cell vectors (angstrom)
a 11.5983 0 0
b 0 11.5983 0
c -4.7531 -0.6097 25.1453

Atoms: element, x, y, z (angstrom)
Si 6.2716 1.4328 -0.3337
Si 6.142 6.7585 -0.1459
Si 6.1867 9.9103 0.0459
Si -1.2967 1.7115 -0.2783
Si -1.8656 6.2151 -0.2857
Si -1.6107 9.4147 -0.3416
Si 2.416 2.0663 -0.0207
Si 2.2907 5.1712 -0.6467
Si 2.4079 10.5117 -0.1941
Si 8.214 1.8961 0.9906
Si 7.9774 6.0621 1.2417
Si 8.1855 9.8408 1.2133
Si 0.4407 2.1705 1.2056
Si 0.339 5.8136 0.7526
Si 0.371 9.8809 0.9587
Si 4.436 2.0771 1.1272
Si 4.1182 6.0059 0.8497
Si 4.2037 9.9329 1.2538
Si 8.0851 3.9717 2.3589
Si 8.1098 7.9289 2.5976
Si 8.2042 11.7483 2.5326
Si 0.3533 4.1295 2.4264
Si 0.4271 7.8175 2.2629
Si 0.359 11.7537 2.4412
Si 4.3629 4.1261 2.3476
Si 4.1043 7.8599 2.4049
Si 4.3081 11.8252 2.5602
Si 6.2245 4.0545 3.8132
Si 6.0878 7.8831 3.8444
Si 6.2494 11.7049 3.8789
Si -1.5824 4.0849 3.7747
Si -1.465 7.8713 3.8244
Si -1.4934 11.7689 3.8987
Si 2.3647 4.0789 3.7136
Si 2.2283 7.8599 3.8115
Si 2.304 11.7778 3.7791
Si 6.2531 2.0806 5.1285
Si 6.2148 5.9603 5.2659
Si 6.0841 9.7826 5.2496
Si 10.1286 2.1688 5.1645
Si 10.0543 5.9564 5.2601
Si 10.0702 9.816 5.2015
Si 2.3732 2.1268 5.0693
Si 2.276 5.9331 5.2119
Si 2.3078 9.8515 5.1128
Si 8.1822 2.1479 6.5097
Si 8.1604 5.9735 6.7104
Si 8.08 9.7551 6.5233
Si 0.4983 2.2137 6.4949
Si 0.3689 6.0247 6.6713
Si 0.439 9.9717 6.5078
Si 4.3018 1.9601 6.44
Si 4.2213 5.9191 6.5755
Si 4.1075 9.7769 6.6152
Si 8.2492 3.9549 8.0521
Si 8.0104 7.9597 8.07
Si 8.2063 11.7519 7.7287
Si 0.5695 4.0376 8.0165
Si 0.2687 8.1549 7.9128
Si 0.4817 11.9124 7.8659
Si 4.4187 3.8521 7.7546
Si 3.9312 7.8138 8.0002
Si 4.2472 11.7001 7.9828
Si 6.2491 3.4183 9.2925
Si 5.9113 7.6689 9.2325
Si 6.3458 11.8737 9.1532
Si 10.2407 3.4895 9.3033
Si 9.9847 8.6291 9.3174
Si 10.1016 11.8523 9.1075
Si 2.6477 3.7259 9.2705
Si 1.8596 7.656 9.586
Si 2.329 12.2346 9.3673
Si 4.2914 13.1426 16.6383
Si 9.9322 5.625 19.3274
Si 5.0507 4.0007 18.0955
Si 4.8065 5.1971 10.8488
Si 5.8743 8.7347 14.063
Si 11.4713 5.3669 13.8936
Si 2.679 10.0955 11.5455
Si 1.1829 1.017 16.9023
Si 9.2618 2.7002 19.2714
Si 6.2001 10.5378 22.7716
Si 5.863 -1.7242 11.4112
Si 2.8852 6.1622 17.9995
Si -0.5029 2.8612 15.3111
Si 10.0683 5.2384 16.3857
Si 2.9464 9.2521 14.3391
Si 2.0444 2.2174 21.9961
Si -0.4211 8.2151 20.2623
Si 8.7011 -2.8385 22.2192
Si 8.137 5.8022 21.8111
Si 0.7633 -1.3746 18.4727
Si 2.3901 6.4305 15.1036
Si 0.2261 12.8604 19.657
Si 5.2298 5.9589 13.7963
Si 11.0264 6.1693 10.9047
Si 5.7672 3.5323 15.3543
Si 6.6589 3.6313 20.6167
Si 2.3979 7.4445 20.6202
Si 3.6616 8.8453 18.562
Si 4.8912 1.4354 21.9578
Si 8.4655 2.8928 16.2067
Si 4.915 -1.2996 16.3849
Si 2.881 5.0957 22.6718
O 6.2595 2.4503 -1.6542
O 5.5184 2.5629 20.9941
O 3.6304 8.4642 20.1668
O 5.5987 -0.0097 21.6827
O -0.5988 6.608 20.038
O 4.7273 2.3958 17.9765
O 5.1743 9.344 23.2129
O 0.9296 6.396 10.2305
O 4.2923 4.9142 23.4937
O 2.0239 5.9596 16.6315
O -1.9597 2.1129 15.3734
O 3.9552 6.1098 14.8116
O 1.0398 8.2934 21.0411
O 5.6647 4.5095 16.6717
O 2.3287 5.8584 -2.1833
O 7.8369 7.3676 22.1632
O 2.4467 12.129 -0.7627
O 11.2265 3.7296 13.9193
O 4.2881 8.6193 13.6636
O 5.5474 6.1123 9.6977
O 6.3407 7.1588 14.0704
O 6.6308 -0.5794 10.5567
O 2.7942 0.9728 16.8041
O 11.1355 3.9801 16.5381
O -0.3171 -2.555 18.8374
O 6.3821 13.4235 9.6753
O 10.0576 10.2702 9.8495
O 10.3593 4.7382 10.4127
O 10.1368 7.5118 10.5464
O 1.4786 5.5675 14.0891
O 3.266 4.7379 10.464
O 2.2199 9.5462 18.2837
O 10.1232 13.4506 9.8609
O 2.0312 11.3629 10.7542
O 3.4617 10.1361 15.6128
O 2.4858 2.1999 9.9396
O 0.6692 11.2818 19.7308
O 0.6474 1.7426 15.5427
O 5.2965 0.2734 16.4395
O 6.0391 8.4371 10.6836
O 6.1847 -0.207 -0.8377
O 8.0697 2.8385 20.3728
O 4.2917 -1.3026 11.4346
O 4.4397 2.554 15.3423
O 8.5899 5.8133 20.2291
O 5.9042 4.4916 14.0557
O 4.8258 -1.7864 17.9587
O 2.037 8.0201 14.8969
O 3.8707 7.4485 17.7214
O 6.5348 9.6892 12.908
O -0.5619 0.3441 -0.915
O 5.8505 3.9353 10.8322
O 4.7328 5.9854 12.2554
O -1.7232 8.8005 21.0666
O -1.4067 13.0163 19.6618
O 9.8648 6.0976 17.7551
O 1.9752 6.5646 19.2845
O 6.161 8.3764 -0.7027
O 10.6146 6.1052 15.1095
O 6.0309 9.438 15.5362
O -1.741 7.8082 -0.6593
O 3.6786 4.8112 18.3988
O 3.3055 1.2357 21.6253
O 2.182 8.7132 10.8179
O 6.8505 4.7794 21.7803
O 9.4804 -2.6907 23.637
O 2.6016 3.7383 21.8274
O 7.5986 -1.626 22.1293
O 8.6355 4.5239 16.0334
O 11.0409 6.074 12.5189
O 0.8307 13.6244 20.9414
O 0.5209 -0.4886 17.1009
O 7.0398 2.5225 15.5354
O 6.1474 4.332 19.2385
O 1.573 5.2342 23.6389
O 2.2186 10.0867 13.1354
O 10.2481 4.0219 19.3469
O 2.9636 6.4427 21.7506
O 8.5714 2.5138 17.7987
O 2.3896 3.5042 -0.9509
O -1.7096 2.5697 -1.6516
O 0.7905 1.8755 18.2443

Results
free energy: -112759.317 eV
free energy less fixed offsets of O -569.03, Si -635.61 eV per atom: 4.583 eV
pressure: -0.58 GPa
stress xx, yy, zz, yz, xz, xy (GPa, positive in tension): -0.12, 1.36, 0.5, -0.18, 0, 0.33

Forces (eV/angstrom), in the order of the atoms: element, x, y, z
Si -0.1231 -0.1611 -0.328
Si -0.1639 0.1961 -0.3287
Si -0.2057 0.026 -0.3274
Si -0.1076 0.4127 -0.1692
Si -0.2852 0.0714 -0.1018
Si -0.1695 -0.2659 0.0327
Si 0.2146 -0.0795 -0.2658
Si -0.0016 0.0493 -0.2403
Si 0.0952 0.1252 -0.223
Si 0.0755 0.044 -0.1197
Si -0.0089 0.0781 -0.1161
Si 0.3153 -0.155 -0.3558
Si -0.1247 -0.1406 0.003
Si -0.1018 0.0052 -0.1704
Si 0.0865 -0.1035 -0.0947
Si 0.1457 -0.064 -0.1685
Si 0.1051 -0.0656 -0.0487
Si -0.1251 0.0336 -0.2825
Si 0.0509 -0.0673 -0.1403
Si 0.1132 0.1041 0.3897
Si -0.0525 -0.0802 0.2908
Si 0.0782 0.063 0.0627
Si -0.1354 0.114 -0.208
Si -0.1586 -0.1609 0.0197
Si 0.0029 0.0615 0.0016
Si -0.0208 -0.0444 0.1507
Si 0.034 0.0812 0.3425
Si -0.1302 -0.0981 0.0933
Si 0.0854 -0.1483 -0.1046
Si -0.1037 0.1237 -0.0776
Si 0.0452 -0.0517 0.0864
Si -0.0255 0.0153 -0.0912
Si -0.0136 0.151 -0.0588
Si -0.0253 0.0669 -0.0113
Si 0.1351 -0.0703 0.0408
Si 0.1065 0.0198 -0.0794
Si 0.0182 -0.0175 0.1475
Si -0.0035 0.1582 -0.0281
Si 0.0722 -0.0052 0.0555
Si -0.0673 0.016 0.0185
Si -0.0128 0.0983 -0.1084
Si 0.0617 -0.1465 0.0082
Si -0.13 -0.0832 0.1406
Si 0.112 0.0917 -0.0022
Si -0.158 -0.0396 -0.0792
Si -0.1001 0.1438 -0.1877
Si 0.0098 -0.0241 0.0875
Si -0.0395 -0.1419 -0.1733
Si 0.0707 0.252 -0.0992
Si -0.0365 -0.0113 0.1427
Si 0.0226 0.1237 -0.0226
Si 0.044 -0.105 -0.0932
Si 0.0801 -0.1442 -0.0091
Si -0.0723 -0.1407 0.1439
Si -0.2157 -0.107 0.2363
Si 0.1354 0.0692 0.1188
Si -0.1989 -0.0261 0.2762
Si 0.1016 -0.2219 0.1622
Si -0.0038 -0.2777 0.1775
Si 0.2051 -0.0286 0.1991
Si 0.01 0.0599 0.3345
Si -0.0765 -0.0612 0.2617
Si -0.0416 0.1365 0.2867
Si 0.1221 -0.126 -0.1758
Si -0.1835 -0.1657 0.1572
Si 0.2037 0.1269 0.1258
Si -0.029 -0.2587 -0.1274
Si -0.0709 0.2487 -0.0602
Si -0.004 0.1695 0.0414
Si 0.2083 -0.1228 -0.2778
Si -0.3368 0.4792 -0.5402
Si -0.0403 0.0179 0.0666
Si 0.0905 0.0661 0.0712
Si 0.0487 0.0422 -0.0509
Si 0.0027 0.1337 0.0018
Si 0.2106 -0.1024 -0.1609
Si -0.0585 -0.0874 0.1706
Si 0.1021 -0.0639 0.274
Si 0.0653 0.0924 0.0565
Si -0.1218 -0.0056 0.1379
Si 0.0149 -0.028 0.0619
Si -0.1051 0.0107 -0.2556
Si 0.1355 -0.0064 0.1212
Si 0.048 0.0065 -0.0732
Si 0.0428 0.0694 -0.0327
Si -0.0611 0.1513 0.0918
Si 0.1349 -0.1937 0.2214
Si 0.1283 -0.2448 -0.244
Si 0.1483 -0.0333 -0.063
Si 0.1157 -0.0475 -0.2866
Si -0.1172 -0.0201 -0.2724
Si -0.0252 -0.1319 0.1409
Si 0.0185 0.0405 0.16
Si -0.0865 -0.1234 0.0063
Si 0.077 0.1134 0.3781
Si -0.0872 -0.046 -0.2101
Si -0.0714 0.1534 0.0616
Si 0.1617 0.0728 -0.1925
Si -0.1861 0.0958 -0.1627
Si -0.0744 0.0438 0.0163
Si -0.1669 0.1194 -0.2747
Si 0.0105 0.0335 0.1737
Si 0.0128 -0.1564 0.0982
Si 0.1358 0.0916 -0.037
O -0.0499 -0.2675 0.253
O -0.0812 -0.0717 0.1398
O -0.0332 -0.0488 -0.0209
O 0.0827 -0.1552 0.1429
O -0.0085 -0.0142 -0.0003
O -0.0519 -0.0547 -0.0673
O 0.0929 0.0276 0.1577
O 0.3594 0.0577 0.262
O 0.1822 0.1083 0.1615
O -0.0048 0.0236 -0.0323
O 0.0325 0.0306 0.013
O 0.1119 -0.0792 -0.1422
O 0.0797 -0.0564 0.0126
O 0.0498 -0.1005 -0.096
O 0.0224 -0.1609 0.4342
O -0.0067 -0.0313 0.0778
O -0.1274 -0.1755 0.3999
O 0.0035 0.035 0.0385
O 0.0445 -0.0033 -0.0704
O 0.0375 0.2017 0.0395
O -0.133 -0.0145 -0.0875
O -0.051 0.0317 -0.3111
O -0.0141 -0.0085 -0.0429
O -0.0004 -0.0799 -0.087
O 0.0306 0.0116 -0.0163
O -0.0832 0.0796 -0.2454
O -0.0072 -0.1267 -0.3119
O 0.0368 0.1949 0.2715
O 0.0154 -0.0752 0.1079
O -0.1743 -0.0331 -0.0755
O -0.1084 0.0852 0.029
O -0.0104 0.0327 -0.0056
O 0.0344 -0.064 -0.3651
O 0.0069 -0.0239 -0.1646
O -0.0014 0.0312 -0.1079
O -0.0896 -0.0529 -0.3561
O 0.0021 0.126 -0.0759
O -0.0043 -0.0114 0.0116
O -0.0457 0.0709 -0.0274
O -0.0206 -0.008 -0.2388
O 0.0934 0.2481 0.5123
O -0.0625 0.0234 0.043
O -0.0641 -0.0286 0.0361
O 0.0829 -0.0047 0.0069
O -0.0451 -0.0177 0.1467
O -0.0286 -0.0285 0.0294
O -0.0106 0.029 -0.0731
O 0.0141 0.0763 -0.0858
O -0.0236 -0.03 0.0275
O -0.1032 0.0048 -0.1987
O 0.0661 0.2594 -0.0686
O -0.1643 0.137 -0.0023
O -0.0979 -0.0348 -0.1831
O -0.1695 0.017 0.1736
O 0.0398 0.0484 -0.0408
O 0.0196 -0.0873 -0.0468
O 0.0362 0.0238 0.1043
O 0.0296 -0.1681 0.4326
O 0.0496 -0.0667 -0.1225
O -0.0472 0.0566 -0.0092
O 0.2583 -0.0587 0.1587
O 0.0212 -0.091 -0.0098
O 0.0464 0.0762 0.1277
O 0.0125 -0.2395 -0.0219
O -0.0108 0.0553 0.073
O -0.009 0.1894 0.2998
O -0.0067 0.1213 0.0259
O -0.1676 0.122 0.1536
O 0.0376 -0.0491 -0.0492
O 0.0112 0.0181 -0.1699
O 0.0632 0.052 0.1019
O 0.0775 0.0851 -0.0879
O -0.0101 -0.0022 -0.018
O -0.0047 -0.0293 0.0431
O 0.0688 0.1144 0.0327
O -0.0444 0.02 -0.2781
O -0.0538 0.0222 -0.0075
O 0.0604 -0.2037 0.1414
O -0.0197 -0.0377 -0.0669
O -0.0304 0.1257 0.4109
O 0.117 -0.2464 0.3806
O 0.0439 -0.0009 -0.0563

The program warned: the cutoff lies below the one the program advises for these potential files.
